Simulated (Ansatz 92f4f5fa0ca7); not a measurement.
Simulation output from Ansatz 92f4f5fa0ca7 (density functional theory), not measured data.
Periodic cell of 215 atoms, Si131O82P2, from a study of silicon, its oxide and their interface. The atomic structure is a simulated model.
Doubt: the cutoff is far below the 930 eV that the study's wrapper takes by default for these files, so forces and energies are approximate.
This geometry differs little from another in the collection (a relaxation step or a small displacement).

Settings: functional PBE; potential files Ansatz PAW; basis plane waves; wave-function cutoff 580 eV; density cutoff ratio 5; exchange-correlation grid ratio 1; k mesh 1 x 1 x 1, Gamma-centred; self-consistency stop 5e-08 eV per atom in the density residual; occupations fixed; spin none; net charge 0.

Cell vectors (angstrom)
a	10.938	0	0
b	0	10.938	0
c	0	0	31.5432

Atoms and the computed forces on them: element, x, y, z (angstrom), force x, y, z (eV/angstrom)
Si	10.4068	0.5507	24.4386	0.0112	0.013	-0.0004
Si	6.0362	10.4815	24.1894	0.0009	-0.0022	-0.011
Si	2.0528	3.2149	24.2127	-0.0485	0.0124	-0.0321
Si	8.6931	2.2363	24.3714	-0.0039	0.0008	-0.0047
Si	0.4888	5.0393	24.2519	0.0225	-0.0087	0.0068
Si	5.0544	5.9184	24.3251	-0.0257	0.0143	-0.0068
Si	3.3967	7.6359	24.2581	0.0224	-0.0177	-0.0134
Si	7.8287	8.8305	24.0645	-0.0091	-0.0104	-0.0042
Si	1.3316	1.433	25.5249	0.0056	-0.0245	-0.0186
Si	6.8721	1.3101	25.4849	-0.0367	0.0323	-0.003
P	3.9746	4.1337	25.4078	0.0059	0.0284	-0.0041
Si	9.6567	4.08	25.443	-0.0072	0.0137	-0.007
Si	1.5168	6.7843	25.4383	-0.0017	-0.0129	0.0158
Si	6.916	6.9491	25.2925	0.0308	0.0008	-0.0127
Si	4.2329	9.5205	25.3662	-0.0169	0.0116	-0.0004
Si	9.5087	9.6256	25.4948	0.0267	-0.0261	-0.0117
Si	2.7899	-0.0248	26.6774	0.0036	0.0071	0.017
Si	8.1883	-0.004	26.9528	-0.0054	-0.0108	0.0707
Si	0.0062	2.7664	26.9102	0.0164	0.0192	0.0448
Si	5.4261	2.7588	26.7064	0.0072	-0.0066	0.0034
P	2.7771	5.437	26.8825	-0.0254	0.0264	-0.0321
Si	8.2419	5.521	26.6558	-0.0148	-0.0047	0.0146
Si	0.0459	8.1963	26.7076	0.0022	-0.0038	0.0116
Si	5.5729	8.2166	26.7903	-0.0253	-0.0223	0.0248
Si	4.1015	1.3645	28.0876	-0.0103	-0.008	-0.0117
Si	9.5791	1.3794	28.2141	-0.0222	-0.023	-0.0161
Si	1.378	4.0994	28.2013	-0.0195	-0.0271	-0.0163
Si	6.8369	4.1468	28.0361	0.0035	0.0155	-0.0184
Si	4.194	6.8595	28.1154	0.0161	0.0069	-0.0258
Si	9.6037	6.8427	28.0815	-0.0053	-0.0053	-0.0058
Si	1.3967	9.5746	28.0749	0.0078	0.0063	-0.008
Si	6.8347	9.5519	28.233	0.0424	0.0341	-0.0106
Si	0.0254	-0.0165	29.4947	0.0014	0.0051	0.0114
Si	5.4582	0.0133	29.5045	-0.0017	-0.0009	0.0102
Si	2.7601	2.719	29.4997	0.01	0.0001	0.0127
Si	8.1753	2.7608	29.4798	0.004	-0.0063	0.014
Si	0.0009	5.4961	29.4991	0.0059	0.006	0.0036
Si	5.4871	5.4529	29.4825	-0.0016	-0.0056	0.0111
Si	2.7424	8.189	29.4601	-0.0056	-0.0046	0.008
Si	8.2348	8.1761	29.5051	-0.0024	-0.0004	0.0102
Si	1.3673	1.3673	30.8594	0.0649	-0.0269	0.0621
Si	6.8362	1.3673	30.8594	-0.1104	0.135	-0.0531
Si	4.1018	4.1018	30.8594	0.1639	-0.0875	0.0432
Si	9.5708	4.1018	30.8594	-0.05	0.0609	-0.168
Si	1.3673	6.8362	30.8594	0.057	0.1575	-0.0405
Si	6.8362	6.8362	30.8594	0.0508	-0.102	0.0311
Si	4.1018	9.5708	30.8594	-0.0994	-0.0458	-0.1439
Si	9.5708	9.5708	30.8594	0.1491	-0.0747	0.0673
Si	2.7345	0	0.6835	0.0342	-0.1393	0.0469
Si	8.2035	0	0.6835	-0.1599	0.0655	-0.0655
Si	0	2.7345	0.6835	-0.1824	0.1056	-0.0379
Si	5.469	2.7345	0.6835	0.0938	-0.1191	0.0235
Si	2.7345	5.469	0.6835	-0.1912	0.1216	-0.0461
Si	8.2035	5.469	0.6835	0.0948	-0.1512	0.0858
Si	0	8.2035	0.6835	0.1879	-0.082	0.0477
Si	5.469	8.2035	0.6835	-0.0275	0.1577	-0.0587
Si	4.1193	1.3459	2.0559	-0.0025	0.0019	-0.0089
Si	9.5421	1.3812	2.0447	0.0067	-0.0074	-0.003
Si	1.3331	4.13	2.0571	0.008	-0.0073	-0.0049
Si	6.8567	4.0677	2.0576	-0.0056	0.004	-0.0083
Si	4.0796	6.8598	2.0407	0.0079	-0.0093	-0.0041
Si	9.5952	6.8115	2.0547	-0.0063	0.0048	-0.0059
Si	1.3763	9.5583	2.0598	-0.0048	0.0046	-0.008
Si	6.8324	9.5714	2.0681	-0.0008	-0.0015	-0.0077
Si	-0.0427	-0.0144	3.3547	-0.0006	0.0079	0.015
Si	5.4658	-0.0151	3.4892	-0.0004	0.0031	0.0052
Si	2.6985	2.7163	3.3444	0.001	0.0053	0.0275
Si	8.189	2.6957	3.4989	-0.0022	-0.0032	0.0065
Si	-0.0233	5.4671	3.5176	-0.0041	0.0036	0.0094
Si	5.4605	5.4694	3.3303	-0.0047	0.0052	0.0148
Si	2.7351	8.2034	3.4852	-0.0008	-0.0015	0.0054
Si	8.2276	8.1823	3.3836	0.0054	-0.0109	0.0215
Si	1.2943	1.365	4.6865	-0.0039	0.0021	-0.0287
Si	6.8402	1.3048	4.9191	0.0023	0.0002	0.0016
Si	4.0663	4.1143	4.6493	-0.0055	-0.0025	-0.0351
Si	9.5318	4.0646	4.9052	0.0046	-0.0007	-0.0015
Si	1.3528	6.8704	4.8983	0.0023	-0.0035	0.0014
Si	6.8396	6.7993	4.694	-0.0042	0.004	-0.0275
Si	4.1043	9.5626	4.8961	0.0012	-0.0024	0.0032
Si	9.5749	9.5615	4.7592	-0.0046	0.004	-0.0181
Si	2.6188	0.0393	6.1176	0.0082	-0.0063	0.0086
Si	8.2268	-0.1338	6.2769	0.0006	-0.0005	0.0058
Si	-0.0191	2.6508	6.2089	0.0012	0.0002	0.0139
Si	5.3784	2.7689	6.082	0.0064	-0.0122	0.0051
Si	2.7511	5.4286	6.1412	0.0005	0.0012	0.0106
Si	8.0937	5.4381	6.1944	0.0026	-0.0047	0.0058
Si	-0.0046	8.2928	6.2511	0.0031	-0.0031	0.0007
Si	5.5666	8.1495	6.1597	-0.0011	-0.0005	0.0105
Si	3.4766	1.9398	7.1882	0.0011	0.0022	0.0141
Si	10.0216	0.8298	7.4821	-0.0054	0.0086	0.0006
Si	1.7745	3.6575	7.3641	-0.0045	0.0035	-0.0037
Si	6.2075	4.5254	7.4005	-0.0024	0.0025	0.0105
Si	4.6358	6.309	7.2646	-0.0056	0.0074	0.0019
Si	9.1607	7.187	7.3449	0.0018	-0.0023	0.0113
Si	0.8935	10.1557	7.5348	-0.0008	0.0013	0.0096
Si	7.4091	8.8877	7.5035	-0.0083	0.0066	-0.0013
O	4.5611	6.6126	8.8909	-0.0003	-0.0014	0.0006
O	1.4108	3.978	8.9607	-0.0001	0.0008	-0.0016
O	9.7264	6.5416	8.7694	-0.0023	0.0025	-0.0033
O	1.3047	10.1103	9.1672	-0.0039	0.0005	-0.0072
O	6.0724	4.2263	9.0442	0.0003	0.0011	-0.0019
O	3.7156	1.6246	8.7807	0.0075	-0.0016	0.0039
O	7.1325	8.9688	9.1545	0.0013	0.0003	0.0026
O	9.6483	1.0842	9.0838	0.0033	-0.0018	-0.0039
O	8.3103	2.5084	22.7873	-0.0031	0.0087	-0.0114
O	11.0571	5.5938	22.7325	-0.0084	-0.0057	-0.002
O	5.6308	0.0201	22.6583	-0.0024	-0.0017	-0.0001
O	5.2663	5.3133	22.7892	0.0254	-0.007	-0.0288
O	2.2697	2.834	22.6126	0.017	-0.0166	-0.0127
O	3.2707	7.7895	22.6054	0.0015	0.0013	-0.0075
O	8.3789	8.7372	22.4879	0.0032	0.0062	0.0018
O	-0.1893	11.2216	22.8477	-0.005	-0.0042	0.0004
Si	2.1483	2.9725	12.927	-0.0016	-0.001	0.0017
Si	8.6856	1.3143	10.3737	-0.0087	0.0024	0.001
Si	1.0572	4.4901	15.3948	0.0013	-0.0004	0.0048
Si	7.5503	5.5776	12.2455	-0.0025	0.0029	0.0025
Si	2.4015	8.1822	21.2906	0.0059	-0.0016	0.0097
Si	5.4209	7.7939	12.4911	-0.0005	-0.0001	0.0004
Si	9.2706	0.4613	15.528	0.001	0.0022	0.0041
Si	2.9076	-0.0648	16.7052	-0.0005	-0.0007	0.003
Si	10.4647	1.1601	12.6312	0.0022	-0.0022	0.0031
Si	7.7727	2.8235	21.3018	0.0056	0.0116	0.0007
Si	9.1386	8.7889	14.4846	-0.0038	-0.0004	0.0035
Si	1.484	4.7726	10.3833	0.0012	-0.0024	-0.0008
Si	4.4804	9.47	19.196	0.0058	-0.0023	0.0135
Si	11.0771	6.1024	21.184	0.0053	-0.0029	-0.0029
Si	6.6172	10.4443	14.8863	-0.0004	-0.0004	0.0026
Si	5.3994	0.7144	21.2157	-0.0146	0.0026	-0.0038
Si	2.3453	9.8137	10.4014	0.0034	0.0025	0.0017
Si	0.4248	10.6432	21.4838	0.0063	-0.003	0.0012
Si	5.8375	5.2422	21.2618	-0.0045	0.0154	0.0301
Si	3.6461	7.0885	10.125	-0.0028	-0.0048	-0.0028
Si	9.0339	5.6903	14.9036	-0.003	-0.0037	0.0092
Si	3.6584	4.0975	19.1786	-0.0037	-0.004	0.0024
Si	10.0387	3.663	19.3729	-0.0021	0.0015	0.007
Si	4.2595	8.657	15.3901	-0.0019	0.0021	0.0032
Si	0.4574	1.9107	17.2077	0.0005	0.0024	0.0093
Si	6.7752	7.5048	19.3762	-0.002	-0.0002	0.0018
Si	5.2665	3.6081	16.8231	0.0023	0.0013	0.0095
Si	7.7867	5.0035	17.6048	-0.0043	0.0007	0.0078
Si	6.6632	9.9276	10.3896	-0.0054	0.0037	-0.0056
Si	4.3814	1.061	10.1225	0.0033	0.0043	-0.0106
Si	-0.0304	9.09	11.9249	-0.002	0.006	0.0018
Si	9.1003	8.628	21.019	0.0019	-0.0016	-0.007
Si	4.5456	1.6636	14.6398	-0.0029	-0.0003	0.0076
Si	2.4703	2.1007	21.1537	-0.0058	0.0093	0.0214
Si	6.3331	3.3482	10.3935	0.0039	-0.003	-0.0015
Si	3.4357	5.9073	16.789	0.0027	-0.0066	0.0072
Si	9.8865	6.534	10.3812	0.0004	-0.0023	0.0014
O	0.1326	2.6244	18.6402	-0.0031	-0.0002	-0.002
O	2.9259	9.6221	15.6116	0.0015	-0.0038	0.0005
O	10.8547	4.7903	20.2379	-0.0004	-0.0053	-0.0039
O	7.5816	2.415	9.9505	0.0026	0.0012	0.0085
O	10.9347	5.3391	10.8178	-0.0019	0.0018	-0.0004
O	6.5982	6.7402	12.8929	0.0041	-0.0024	-0.0011
O	10.3343	8.0591	10.7995	0.0021	0.0031	0.0039
O	7.6682	9.4585	14.0315	-0.0005	-0.0009	0.0013
O	8.4351	6.208	11.0353	-0.0015	-0.001	0.0056
O	5.3714	10.509	20.0707	-0.0068	-0.0062	-0.0043
O	2.1704	3.7369	11.4674	-0.0014	0.0037	0.0009
O	7.962	8.5329	19.8455	0.0025	-0.003	-0.0009
O	6.1975	6.7339	20.7089	0.0008	-0.0197	0.0061
O	5.4977	2.7041	15.4848	-0.0013	-0.0001	-0.0012
O	1.2976	0.9674	20.8381	0.0036	-0.0033	0.0065
O	6.0579	9.0602	11.6447	-0.0023	-0.0004	-0.0001
O	4.638	4.9807	16.198	-0.0031	0.0028	0.0021
O	6.6239	3.864	17.6961	0.0003	0.0004	-0.007
O	10.5188	10.667	11.8442	0.0008	-0.0031	0.0051
O	5.5752	0.4996	14.0429	-0.0005	0	0.0017
O	8.0001	5.1417	16.0104	0.0025	0.0013	-0.001
O	9.7483	9.8254	15.6006	0	-0.0012	-0.0011
O	-0.4112	5.1382	15.2012	-0.0012	0.0007	0.0012
O	1.552	6.8587	20.8239	-0.0014	0.0007	-0.0013
O	1.498	0.622	17.2307	-0.0001	-0.002	-0.002
O	6.599	1.7685	20.8814	0	0.002	0.0073
O	1.0146	1.7867	12.8594	-0.0066	-0.0024	0.0029
O	3.237	5.4972	18.3876	0.002	0.0009	-0.004
O	9.5342	2.013	11.5969	-0.0023	-0.0021	-0.0016
O	1.0252	3.0877	16.23	-0.0011	0.0006	-0.0017
O	8.5619	5.1314	13.4466	-0.0052	0.003	-0.0023
O	10.2781	8.5746	13.3313	0.0009	0.0012	0
O	1.4552	9.4167	21.7707	-0.0095	0.0054	0.0027
O	10.0869	9.9281	20.6901	0.0041	0.0027	0.0045
O	3.1785	0.2205	10.8883	0.0002	-0.0011	0.0003
O	5.078	2.367	10.8514	-0.0018	-0.0034	-0.0051
O	1.7089	4.1514	13.9509	-0.0017	-0.0018	0.0019
O	7.922	10.8707	10.8582	-0.0012	0.0037	-0.0015
O	9.1666	4.4812	18.2701	0.0011	-0.0024	0.0001
O	5.6402	9.4847	15.8071	-0.0003	-0.0005	-0.0019
O	5.5313	-0.026	9.7624	-0.0034	0.0052	0.0095
O	3.5844	2.3157	13.4577	-0.0019	0.0006	0.0009
O	1.9887	5.6249	16.0963	-0.0004	-0.0024	-0.0019
O	9.7072	1.0635	14.0691	0.0004	0.002	-0.0004
O	4.4093	6.9473	11.5439	0.0023	0.001	0
O	4.7453	4.5177	20.309	0.0114	0.0036	0.0167
O	9.956	1.3423	16.6886	-0.0044	-0.0035	-0.0043
O	6.6768	4.3197	11.6674	0.0002	-0.0001	-0.0007
O	5.5649	8.3559	18.6765	-0.0048	0.0061	0.0081
O	9.0505	2.7444	20.2924	-0.0001	0.0018	-0.0011
O	3.6002	1.1193	15.8443	0.0024	0.0015	-0.0011
O	4.2278	3.0825	18.0009	0.0026	0	-0.0018
O	9.903	7.2063	20.9706	-0.0041	0.0024	0.0024
O	3.35	8.6655	9.8362	-0.0026	0.0016	0.0068
O	3.9344	7.4134	16.4045	0.0001	0.0004	-0.0036
O	7.6368	0.4773	15.7375	0.0005	0.0001	0.0022
O	8.9381	7.3072	15.0798	0.0008	0.0048	0.0012
O	3.9402	1.4228	21.2112	0.0003	0.0026	-0.0035
O	1.5963	9.1498	11.7133	-0.0092	0.0048	0.0005
O	2.332	6.1496	10.2004	0.003	0.001	0.0053
O	7.3206	6.4087	18.2936	0.0008	-0.0043	-0.0024
O	7.2045	4.3546	21.2411	-0.015	-0.0071	0.0055
O	4.5519	8.2382	13.8204	0.0007	-0.0009	0.0008
O	3.3458	8.6815	20.069	0.0057	0.0052	-0.002
O	2.4975	3.2574	19.9802	0.0057	-0.0045	0.0069
O	3.7223	10.3128	18.0139	-0.0007	-0.0008	-0.0039

Results
free energy: -131425.341 eV
free energy less fixed offsets of O -568.88, P -755.39, Si -635.61 eV per atom: -1.491 eV

The program warned: the cutoff lies below the one the program advises for these potential files; the forces do not sum to zero within the program's tolerance; the exchange-correlation potential is rough where the density is thin.
